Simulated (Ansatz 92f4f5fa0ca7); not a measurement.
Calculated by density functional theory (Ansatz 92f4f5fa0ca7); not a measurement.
Periodic cell of 273 atoms, Si162O105B6, from a study of silicon, its oxide and their interface. The atomic structure is a simulated model.
Doubt: the cutoff is far below the 930 eV that the study's wrapper takes by default for these files, so forces and energies are approximate.

Settings: functional PBE; potential files Ansatz PAW; basis plane waves; wave-function cutoff 580 eV; density cutoff ratio 5; exchange-correlation grid ratio 1; k mesh 1 x 1 x 1, Gamma-centred; self-consistency stop 5e-08 eV per atom in the density residual; occupations fixed; spin none; net charge 0.

Cell vectors (angstrom)
a, 11.6015, 0, 0
b, 0, 13.3963, 0
c, 0, 0, 30.7555

Atoms: element, x, y, z (angstrom)
B, 11.5467, -0.1684, 24.6746
Si, 3.6324, -0.1706, 24.0969
Si, 7.84, -0.0982, 23.9332
Si, 1.9188, 3.101, 24.2636
Si, 5.973, 3.4196, 24.1486
Si, 9.9182, 3.3059, 24.0207
B, 11.6174, 6.5461, 24.6101
Si, 3.9843, 6.5775, 23.9903
B, 7.8511, 6.6295, 24.6493
Si, 1.8108, 9.8446, 24.0689
Si, 5.8474, 10.018, 24.0452
Si, 9.7314, 9.7363, 24.1163
Si, 11.5863, 1.8776, 24.9635
Si, 3.9997, 2.1429, 24.8426
Si, 7.8935, 2.1637, 24.723
Si, 1.8328, 5.529, 24.6472
Si, 6.0414, 5.6632, 24.9028
Si, 9.7482, 5.6394, 24.7306
Si, 11.6226, 8.5382, 24.9013
Si, 3.8779, 8.8605, 24.7592
Si, 7.7218, 8.6647, 24.7853
Si, 1.6503, 12.1497, 24.8617
Si, 5.7977, 12.2653, 24.7755
Si, 9.8141, 12.157, 24.6949
Si, 11.611, 2.1426, 27.2954
Si, 3.927, 2.164, 27.2133
Si, 7.7895, 2.1786, 27.1411
Si, 1.9463, 5.517, 27.0934
Si, 5.8336, 5.5573, 27.2501
Si, 9.6915, 5.525, 27.1516
Si, 11.607, 8.8274, 27.2529
Si, 3.8713, 8.8761, 27.1656
Si, 7.7292, 8.8667, 27.1813
Si, 1.8963, 12.1924, 27.2246
Si, 5.8001, 12.2611, 27.1666
Si, 9.6719, 12.1957, 27.1269
Si, 1.9696, 1.0449, 27.9987
Si, 5.8552, 1.081, 27.9923
Si, 9.6689, 1.0296, 28.0023
Si, 11.6259, 4.4159, 27.9753
Si, 3.8786, 4.4269, 27.9674
Si, 7.7633, 4.4163, 27.9802
Si, 1.9539, 7.7269, 27.9852
Si, 5.8028, 7.7872, 28.0073
Si, 9.6556, 7.7442, 27.9997
Si, 11.5759, 11.0814, 28.0039
Si, 3.869, 11.12, 27.9698
Si, 7.729, 11.1166, 27.9608
Si, 1.9336, 1.1164, 30.3606
Si, 5.8008, 1.1164, 30.3606
Si, 9.6679, 1.1164, 30.3606
Si, 0, 4.4654, 30.3606
Si, 3.8672, 4.4654, 30.3606
Si, 7.7343, 4.4654, 30.3606
Si, 1.9336, 7.8145, 30.3606
Si, 5.8008, 7.8145, 30.3606
Si, 9.6679, 7.8145, 30.3606
Si, 0, 11.1635, 30.3606
Si, 3.8672, 11.1635, 30.3606
Si, 7.7343, 11.1635, 30.3606
Si, 0, 0, 0.3944
Si, 3.8672, 0, 0.3944
Si, 7.7343, 0, 0.3944
Si, 1.9336, 3.3491, 0.3944
Si, 5.8008, 3.3491, 0.3944
Si, 9.6679, 3.3491, 0.3944
Si, 0, 6.6981, 0.3944
Si, 3.8672, 6.6981, 0.3944
Si, 7.7343, 6.6981, 0.3944
Si, 1.9336, 10.0472, 0.3944
Si, 5.8008, 10.0472, 0.3944
Si, 9.6679, 10.0472, 0.3944
Si, 11.5811, 0.0825, 2.7313
Si, 3.8966, 0.0653, 2.754
Si, 7.693, 0.0716, 2.7632
Si, 1.9364, 3.4162, 2.7529
Si, 5.7624, 3.41, 2.7753
Si, 9.6166, 3.4278, 2.7792
Si, 11.5678, 6.6844, 2.7766
Si, 3.8551, 6.7384, 2.7901
Si, 7.7203, 6.7513, 2.8411
Si, 1.9279, 10.0526, 2.7327
Si, 5.8087, 10.1224, 2.8099
Si, 9.6375, 10.1037, 2.7751
Si, 11.5778, 2.3351, 3.4721
Si, 3.8413, 2.2909, 3.618
Si, 7.6805, 2.3036, 3.591
Si, 1.9226, 5.6267, 3.6248
Si, 5.7692, 5.6319, 3.6359
Si, 9.6391, 5.6261, 3.7208
Si, 11.5752, 8.9332, 3.4591
Si, 3.8719, 8.9883, 3.5717
Si, 7.7296, 9.0088, 3.6774
Si, 1.9318, 12.3217, 3.359
Si, 5.7981, 12.3617, 3.6552
Si, 9.6386, 12.379, 3.5099
Si, 11.5649, 2.6225, 5.7916
Si, 3.9378, 2.406, 6.0344
Si, 7.4564, 2.3054, 5.9942
Si, 1.9221, 5.4732, 6.0396
Si, 5.5766, 5.5821, 6.0462
Si, 9.7584, 5.5698, 6.199
Si, 11.6116, 8.9402, 5.7897
Si, 3.8522, 9.0661, 5.9506
Si, 7.7454, 9.087, 6.1108
Si, 1.9154, 12.4203, 5.6558
Si, 5.7777, 12.6542, 6.0761
Si, 9.667, 12.5272, 5.8565
Si, 1.8286, 1.2678, 6.4544
B, 5.7019, 1.3034, 6.1784
Si, 9.6267, 1.4673, 6.5824
B, 11.6241, 4.6025, 6.1569
B, 3.7988, 4.4808, 6.148
Si, 7.5512, 4.5075, 6.9106
Si, 1.927, 7.8245, 6.6947
Si, 5.7476, 7.8984, 6.783
Si, 9.7494, 7.9192, 6.8556
Si, 11.5862, 11.2395, 6.3656
Si, 3.8104, 11.3981, 6.6186
Si, 7.7695, 11.4905, 6.8505
O, 1.3791, 0.7434, 7.9642
O, 3.4883, 11.491, 8.2582
O, 7.319, 4.4233, 8.5807
O, 10.0045, 8.1731, 8.5115
O, 5.7148, 7.9238, 8.4575
O, 1.7932, 7.9806, 8.3463
O, 9.7822, 1.7597, 8.2086
O, -0.049, 11.0744, 7.9946
O, 8.0205, 11.7406, 8.4864
O, 5.8781, 10.3248, 22.4018
O, 3.1532, 12.9482, 22.5032
O, 6.0018, 3.7735, 22.5261
O, 1.944, 2.5638, 22.7045
O, 10.3011, 3.2751, 22.3945
O, 7.8989, -0.1556, 22.255
O, 1.6636, 9.6683, 22.4196
O, 4.2761, 6.4621, 22.35
O, 9.7414, 9.4497, 22.4862
Si, 3.0906, 9.7157, 14.1479
Si, 10.7292, 7.051, 19.0876
Si, 5.4242, 12.9261, 16.6578
Si, 7.3665, 5.3241, 9.9477
Si, 9.0044, 8.0468, 9.8057
Si, 8.7976, 4.6655, 19.383
Si, 2.0688, 2.4673, 21.109
Si, 11.3856, 9.8711, 18.9877
Si, 3.5461, 0.0944, 11.2853
Si, 5.2494, 2.3892, 15.516
Si, 10.7823, 12.1272, 16.9417
Si, 8.0984, 3.0282, 16.8808
Si, 4.1929, 6.9916, 20.8067
Si, 6.0634, 1.3975, 12.6202
Si, 6.7146, 8.7197, 19.7359
Si, 11.5976, 11.0442, 9.595
Si, 8.2305, 0.7478, 20.9346
Si, 3.9828, 4.1802, 19.6457
Si, 8.4511, 3.2059, 11.7812
Si, 0.1906, 6.3182, 14.2561
Si, 3.1425, 8.8279, 17.0395
Si, 8.7176, 11.9693, 9.9416
Si, 4.0231, 10.8595, 9.6616
Si, 10.0429, 1.4405, 9.778
Si, 5.4623, 6.7352, 11.7406
Si, 1.4692, 0.5533, 16.4396
Si, 5.9088, 10.6456, 14.7563
Si, 1.717, 12.5834, 13.6613
Si, 8.1966, 0.0775, 17.9669
Si, 1.2946, 6.3063, 17.1691
Si, 6.1958, 8.8925, 9.693
Si, 1.8318, 8.6289, 9.8353
Si, 7.4628, 6.9033, 14.2122
Si, 6.2892, 8.4413, 16.7058
Si, 2.3183, 9.3867, 20.9541
Si, 1.2708, 0.4637, 9.5457
Si, 9.4362, 4.3554, 14.4609
Si, 7.7097, 12.1264, 12.7793
Si, 9.7963, 8.4444, 12.8916
Si, 2.8102, 3.4566, 16.8423
Si, 10.4747, 11.4641, 13.8295
Si, 9.6284, 8.9471, 20.9637
Si, 3.1342, 11.8448, 18.2022
Si, 5.2197, 10.8477, 21.0046
Si, 3.5031, -0.2795, 20.9078
Si, 6.6405, 3.5551, 21.0554
Si, 10.5774, 2.6046, 20.9238
Si, 2.4437, 7.2031, 12.3813
O, 10.0216, 3.6602, 19.8025
O, 6.637, 2.9757, 16.1499
O, 9.8171, 1.1536, 20.86
O, 4.8455, 1.0114, 16.3043
O, 3.7109, 10.2336, 20.8856
O, 11.5307, 0.1885, 16.8557
O, 5.8767, 5.6697, 10.5532
O, 1.8523, 2.1083, 16.7989
O, 7.7073, 4.7344, 20.6241
O, 9.1917, 13.5095, 10.1176
O, 3.952, 3.3825, 15.662
O, 2.5228, 11.2186, 14.0035
O, 0.541, 2.2902, 20.5593
O, 2.7238, 3.8675, 20.6263
O, 2.5551, 9.1402, 15.5641
O, 8.568, 1.6005, 17.5161
O, 4.6927, 12.2633, 17.9491
O, 2.3132, 7.5286, 17.5786
O, 7.9773, 4.0936, 18.1008
O, 6.9994, 10.9159, 13.5958
O, 8.3604, 8.1323, 13.6116
O, 1.752, 7.4032, 10.9112
O, 3.1192, 1.2921, 20.6195
O, 10.5977, 11.4548, 15.4615
O, 8.155, 4.6861, 11.2116
O, 1.1754, 9.7221, 19.8421
O, 6.8819, 13.4803, 13.0935
O, 10.6088, 7.6275, 20.651
O, 2.5253, 13.3828, 12.5258
O, 6.3171, 6.5342, 13.115
O, 2.7258, 0.8907, 10.1298
O, 5.7466, 8.2245, 11.1143
O, 7.0078, 8.3228, 18.17
O, 5.558, 7.8056, 20.4384
O, 2.5596, 8.7136, 12.9956
O, 10.2566, 9.9651, 13.2317
O, 1.9667, 4.8563, 16.7827
O, 4.7248, 9.7238, 14.1101
O, 9.2686, 3.5258, 15.8542
O, 5.4756, 2.1575, 13.926
O, 7.7076, 11.7109, 11.1992
O, 5.2277, 12.0176, 15.3163
O, 11.6339, 1.3491, 10.1123
O, 3.9066, 6.524, 12.1569
O, 2.8018, 7.8475, 20.7032
O, 4.6887, 8.3338, 16.9838
O, 5.0429, 12.4905, 20.8556
O, 3.011, 10.2257, 17.9111
O, 9.3762, 12.4136, 17.6697
O, 0.9464, 12.3123, 10.009
O, 10.9105, 7.4652, 13.5323
O, 9.0866, 3.3064, 13.2674
O, 1.5765, 6.2239, 13.3727
O, 6.9872, 12.992, 17.0167
O, 6.7939, 7.2899, 15.6596
O, 0.4748, 6.7313, 15.8149
O, 7.0604, 2.3666, 11.7872
O, 10.9243, 8.46, 18.2323
O, 10.0718, 11.0779, 10.1618
O, 8.3966, 5.6035, 14.4655
O, 0.3495, 6.1101, 18.5132
O, 2.682, 12.3156, 19.7174
O, 6.1819, 10.2756, 19.8136
O, 7.8099, 9.1599, 9.6784
O, 7.8315, 13.3764, 19.5566
O, 6.628, 9.8819, 16.0095
O, 0.6015, 9.6471, 10.1415
O, 11.5833, 11.0412, 17.8773
O, 4.125, 5.7988, 19.6965
O, 7.3847, 2.1248, 21.0289
O, 4.8536, 0.9771, 11.6289
O, 2.3303, 12.7763, 17.1586
O, 8.2481, 6.6301, 9.5861
O, 10.9689, 4.899, 14.2638
O, 9.214, 12.3773, 13.3522
O, 1.6525, 0.29, 14.8516
O, 10.1586, 10.1936, 20.0248
O, 3.9797, 11.9865, 10.8255
O, 8.0949, 8.5501, 20.5802
O, 9.5322, 2.6026, 10.7553
O, 0.214, 12.1466, 13.1978
O, 9.7116, 8.1719, 11.27
O, 5.5667, 10.3771, 9.4945
O, 5.3971, 3.4898, 20.0277
O, 9.3835, 6.126, 18.9366
O, 3.6549, 3.5108, 18.2179
O, 3.193, 9.5106, 10.0467

Results
free energy: -163629.788 eV
free energy less fixed offsets of B -154.04, O -568.88, Si -635.61 eV per atom: -4.328 eV

Forces (eV/angstrom), in the order of the atoms: element, x, y, z
B, -0.1825, 0.0315, 0.003
Si, 0.165, 0.046, -0.0072
Si, -0.0685, 0.0297, 0.0986
Si, 0.183, -0.0483, 0.2622
Si, -0.0527, -0.2292, 0.1745
Si, -0.315, -0.2855, 0.358
B, -0.045, -0.1872, 0.0117
Si, 0.0378, 0.2315, 0.1052
B, 0.28, -0.1965, -0.0472
Si, 0.1652, -0.0576, 0.2842
Si, -0.1635, -0.0575, 0.1666
Si, -0.069, 0.0832, 0.2994
Si, 0.2499, 0.1403, 0.0855
Si, -0.1625, 0.1551, 0.0904
Si, 0.0413, 0.186, 0.0042
Si, -0.2496, -0.2414, 0.1674
Si, -0.0101, -0.1371, 0.1422
Si, -0.0561, 0.163, 0.0053
Si, 0.0253, 0.3114, 0.0888
Si, -0.0452, 0.0775, -0.0027
Si, 0.1752, 0.1587, 0.0931
Si, 0.2308, 0.1207, 0.1511
Si, -0.0317, -0.0919, 0.0564
Si, -0.0007, -0.1053, 0.0733
Si, -0.0305, 0.0091, 0.0352
Si, -0.0195, -0.014, -0.0645
Si, 0.0189, 0.0066, -0.0715
Si, -0.016, 0.0261, 0.097
Si, -0.0239, -0.0055, 0.0668
Si, -0.0188, 0.0098, 0.2512
Si, 0.011, 0.0398, 0.0609
Si, 0.0033, -0.0186, -0.0428
Si, 0.0087, -0.0158, 0.0757
Si, -0.0436, -0.0289, 0.1386
Si, 0.0206, -0.0136, -0.0421
Si, 0.0708, 0.0787, 0.1328
Si, 0.0265, 0.0289, -0.0015
Si, 0.0152, 0.0398, 0.0702
Si, -0.0088, 0.0112, -0.0032
Si, -0.0094, -0.0081, -0.0805
Si, -0.0204, -0.0956, -0.0204
Si, 0.0203, -0.059, -0.0044
Si, 0.0039, 0.0175, 0.0092
Si, -0.0149, 0.0143, -0.0245
Si, 0.0086, -0.0324, -0.0551
Si, 0.0067, 0.0697, -0.0481
Si, 0.0318, -0.0223, 0.0006
Si, -0.0368, 0.0397, -0.0507
Si, 0.0804, -0.1489, 0.0753
Si, 0.1518, -0.1203, -0.1016
Si, -0.0747, -0.2401, 0.0717
Si, 0.0265, 0.0334, -0.0826
Si, -0.0409, -0.0232, -0.2089
Si, 0.1346, -0.124, -0.074
Si, 0.1118, -0.1302, -0.0576
Si, -0.0233, -0.0071, 0.2258
Si, -0.0585, -0.1164, 0.115
Si, -0.1022, -0.1533, 0.1345
Si, -0.0026, -0.1018, -0.1038
Si, 0.0529, -0.1106, -0.1898
Si, -0.1111, 0.2121, -0.2768
Si, 0.1721, 0.231, -0.08
Si, -0.1475, 0.2104, 0.0749
Si, 0.1308, 0.1117, -0.126
Si, -0.0734, 0.0766, 0.0198
Si, -0.1917, 0.1994, 0.0534
Si, -0.0434, -0.1518, 0.0762
Si, -0.0637, 0.0346, 0.2271
Si, 0.0306, 0.0887, 0.4639
Si, 0.0403, -0.075, -0.2791
Si, 0.0617, 0.163, 0.2915
Si, -0.1121, 0.106, 0.12
Si, -0.0024, -0.0984, -0.0002
Si, -0.0489, -0.0423, 0.047
Si, 0.0216, -0.0281, 0.0199
Si, -0.0295, 0.0532, 0.1002
Si, -0.0101, 0.0373, 0.0561
Si, -0.0019, 0.0492, 0.0378
Si, -0.0006, -0.0152, 0.0153
Si, -0.0059, 0.055, -0.0027
Si, -0.0001, 0.0741, 0.0047
Si, 0.0138, -0.0098, -0.0408
Si, 0.0031, -0.0673, 0.0052
Si, -0.0013, -0.0034, -0.0496
Si, 0.0543, -0.0065, -0.2227
Si, 0.0386, -0.0142, -0.3628
Si, -0.0175, 0.0534, -0.1439
Si, -0.0062, 0.0412, -0.3546
Si, 0.0491, -0.0218, -0.09
Si, 0.0535, 0.0026, -0.1346
Si, -0.0172, 0.0117, 0.0294
Si, -0.0189, -0.0495, 0.0187
Si, 0.0043, -0.0318, 0.0093
Si, 0.0159, -0.0447, 0.0458
Si, 0.0164, 0.0107, -0.1252
Si, -0.0076, -0.0376, 0.0039
Si, -0.0406, -0.0878, 0.0546
Si, 0.1195, 0.091, 0.1564
Si, 0.3105, -0.1362, -0.0363
Si, 0.0877, -0.1421, 0.0148
Si, -0.1521, 0.1021, -0.077
Si, 0.0504, -0.0242, -0.1004
Si, 0.0315, -0.1078, -0.0223
Si, -0.0133, -0.0273, 0.0209
Si, -0.0384, -0.0493, 0.0244
Si, -0.0235, 0.0964, -0.0584
Si, -0.0321, -0.154, -0.0855
Si, 0.0092, 0.0031, 0.0127
Si, -0.0144, -0.3064, -0.1435
B, -0.2138, 0.0968, -0.0412
Si, -0.0625, -0.3538, -0.1324
B, 0.0199, 0.2318, 0.0029
B, -0.1213, 0.0635, 0.1157
Si, 0.1327, -0.0219, -0.272
Si, 0.0563, 0.3032, -0.1822
Si, 0.025, 0.1416, -0.287
Si, -0.1033, 0.154, -0.1942
Si, 0.0588, 0.0739, -0.058
Si, -0.0804, -0.0432, -0.1806
Si, 0.1145, -0.0468, -0.1362
O, -0.0431, 0.0258, 0.1214
O, 0.02, 0.0389, 0.2047
O, -0.0384, 0.0176, 0.2229
O, 0.0113, -0.0059, 0.1767
O, 0.0091, -0.0262, 0.1517
O, -0.0129, -0.06, 0.2373
O, 0.0416, 0.1224, 0.2136
O, -0.0173, 0.0013, 0.1621
O, -0.013, 0.0492, 0.1677
O, 0.0351, 0.0162, -0.1148
O, -0.1303, -0.0629, -0.2323
O, 0.0449, 0.0993, -0.2314
O, -0.0316, -0.0727, -0.3489
O, 0.0972, 0.0411, -0.2706
O, 0.0413, -0.0048, -0.2039
O, -0.0695, -0.0016, -0.2895
O, 0.0126, -0.0655, -0.1465
O, 0.0008, -0.0855, -0.3972
Si, 0.0001, -0.0003, -0.0196
Si, 0.012, -0.0075, -0.0569
Si, -0.0027, -0.0033, -0.0067
Si, -0.0144, 0.0469, 0.0728
Si, 0.0059, 0.0689, 0.0339
Si, -0.0021, -0.0452, -0.0678
Si, 0.0236, -0.0658, 0.1617
Si, 0.0322, -0.0031, -0.0395
Si, -0.0376, -0.0779, 0.0563
Si, -0.004, -0.0051, 0.0042
Si, -0.0066, 0.0003, -0.0316
Si, -0.0032, -0.0031, 0.0009
Si, -0.0275, -0.0153, -0.0594
Si, 0.001, -0.0182, 0.0382
Si, -0.0422, 0.0622, -0.0744
Si, -0.0008, -0.0171, -0.0692
Si, -0.0595, 0.0031, 0.0102
Si, 0.0382, 0.0113, -0.0195
Si, 0.018, 0.0201, 0.0095
Si, 0.0085, 0.0163, -0.012
Si, -0.0013, 0.0108, -0.0097
Si, 0.056, -0.0161, -0.0132
Si, -0.0528, -0.0519, -0.0188
Si, 0.0156, -0.0522, -0.077
Si, -0.0096, 0.0466, 0.0095
Si, 0.0026, -0.0195, -0.0086
Si, -0.0056, -0.0066, -0.0062
Si, -0.0049, -0.0037, -0.0036
Si, -0.0143, 0.0005, 0.0011
Si, 0.007, -0.0043, -0.0332
Si, -0.0165, -0.0304, -0.0478
Si, 0.012, 0.0224, -0.0205
Si, -0.0006, 0.0143, -0.0192
Si, -0.0125, 0.014, -0.0366
Si, 0.0106, 0.0247, 0.0206
Si, -0.0974, -0.0864, 0.0199
Si, 0.0098, 0.0195, 0.0068
Si, 0.0185, -0.0149, -0.0103
Si, 0.0011, 0.0045, -0.0165
Si, -0.0024, -0.0023, -0.0101
Si, 0.001, -0.0098, -0.0152
Si, -0.0067, 0.13, 0.0277
Si, 0.0001, 0.0028, 0.0012
Si, -0.0154, 0.0287, 0.0283
Si, -0.0085, 0.0135, 0.0888
Si, -0.0709, -0.054, 0.0873
Si, -0.0176, 0.0244, -0.0136
Si, -0.0248, 0.0215, -0.013
O, -0.0021, 0.0482, 0.0045
O, -0.0014, 0.0007, -0.0111
O, 0.0538, 0.0211, 0.0346
O, -0.0065, 0.0046, -0.0065
O, 0.0005, -0.0171, 0.0216
O, -0.0006, 0.0093, 0.0084
O, 0.0048, -0.0089, -0.0039
O, -0.0009, 0.0035, -0.0011
O, 0.0551, 0.0545, -0.0068
O, -0.0044, 0.0412, -0.0168
O, -0.0002, -0.0002, 0.0013
O, 0.002, 0.0064, 0.0014
O, -0.0255, 0.0043, -0.0482
O, 0.0109, 0.0357, -0.0203
O, -0.0014, -0.0083, 0.0124
O, 0.0039, 0.0046, -0.0099
O, 0.0072, -0.0001, -0.0006
O, -0.0025, -0.0079, 0.0021
O, 0.0059, 0.0131, 0.0152
O, -0.0015, 0.0018, 0.0035
O, -0.0061, -0.0031, 0.0052
O, -0.0034, -0.0455, -0.0038
O, -0.0045, 0.0069, -0.024
O, 0.006, 0.0008, 0.0093
O, 0.0091, -0.0136, -0.0081
O, -0.0615, 0.0061, 0.0022
O, -0.0099, 0.0122, -0.0049
O, 0.0487, -0.053, 0.0159
O, 0.011, 0.0132, -0.0124
O, -0.0036, -0.0096, -0.0058
O, 0.0095, 0.047, -0.0335
O, -0.0155, -0.0097, 0.027
O, 0.0112, -0.0121, 0.0372
O, 0.0128, 0.0094, -0.0104
O, -0.0021, 0.0137, -0.0039
O, 0.0029, 0.0069, 0.0094
O, 0.0039, 0.0012, -0.001
O, 0.0009, -0.0028, 0.0067
O, -0.001, 0.0016, -0.0091
O, 0.0012, 0.0012, -0.0179
O, -0.0383, 0.0012, 0.0109
O, -0.0006, 0.0066, -0.0021
O, 0.0179, 0.0242, 0.0078
O, 0.0042, -0.0141, -0.0166
O, 0.0424, -0.033, -0.007
O, 0.0004, -0.0033, -0.003
O, -0.0073, -0.0244, -0.0109
O, 0.0004, -0.002, 0.0051
O, 0.0037, 0.0011, 0.0071
O, 0.0195, 0.046, -0.0219
O, 0.0013, -0.0055, 0.0002
O, -0.0008, -0.0082, -0.0122
O, 0.003, -0.0128, -0.0109
O, 0.0068, -0.0013, -0.0044
O, 0.0018, -0.0071, 0.0073
O, 0.0045, -0.001, 0.0091
O, -0.0105, 0.0011, -0.0417
O, -0.0137, -0.0067, 0.0211
O, -0.0333, 0.0113, -0.0083
O, -0.0012, -0.0078, 0.0025
O, -0.0151, 0.0042, 0.0267
O, -0.0202, -0.0089, -0.0456
O, 0.0276, -0.0383, -0.0229
O, 0.0162, -0.0179, 0.0051
O, 0.0088, -0.0086, -0.0272
O, 0.0011, -0.004, -0.0007
O, -0.0001, -0.0019, 0.0079
O, 0.0052, -0.0038, 0.0134
O, -0.0016, -0.0172, -0.0057
O, 0.0148, -0.0093, 0.0147
O, 0.0093, 0.0232, -0.0274
O, -0.0039, 0.0075, -0.0085
O, -0.0254, -0.0577, -0.0035
O, -0.0089, -0.0106, 0.0007
O, -0.0017, 0.0067, 0.0047
O, -0.0005, 0.0047, -0.0035
O, 0.0028, -0.0176, 0.06
O, 0.0182, 0.0456, 0.0189
O, -0.0158, -0.043, 0.0408
O, -0.0256, 0.0403, 0.0059
O, 0.002, 0.003, -0.003
O, 0.0074, -0.0093, 0.0216
O, -0.011, -0.0007, 0.0174
O, -0.0395, 0.0244, -0.016
O, -0.002, 0.0253, 0.0585
O, 0.0018, -0.0008, 0.0038
O, 0.0131, 0.0045, -0.0113

The program warned: the cutoff lies below the one the program advises for these potential files; the forces do not sum to zero within the program's tolerance; the exchange-correlation potential is rough where the density is thin.
